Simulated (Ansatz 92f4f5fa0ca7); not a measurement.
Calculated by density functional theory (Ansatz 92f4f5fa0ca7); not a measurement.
Periodic cell of 247 atoms, Si165O82, from a study of silicon, its oxide and their interface. The atomic structure is a simulated model.
Doubt: the cutoff is far below the 930 eV that the study's wrapper takes by default for these files, so forces and energies are approximate.
This geometry differs little from another in the collection (a relaxation step or a small displacement).

Settings
functional: PBE
potential files: Ansatz PAW
basis: plane waves
wave-function cutoff: 580 eV
density cutoff ratio: 5
exchange-correlation grid ratio: 1
k mesh: 1 x 1 x 1, Gamma-centred
self-consistency stop: 5e-08 eV per atom in the density residual
occupations: fixed
spin: none
net charge: 0

Cell vectors (angstrom)
a, 10.938, 0, 0
b, 0, 10.938, 0
c, 0, 0, 37.0716

Atoms: element, x, y, z (angstrom)
Si, 0, 0, 0.683
Si, 5.469, 0, 0.683
Si, 2.7345, 2.7345, 0.683
Si, 8.2035, 2.7345, 0.683
Si, 0, 5.469, 0.683
Si, 5.469, 5.469, 0.683
Si, 2.7345, 8.2035, 0.683
Si, 8.2035, 8.2035, 0.683
Si, 1.3673, 1.3673, 2.0503
Si, 6.8362, 1.3673, 2.0503
Si, 4.1018, 4.1018, 2.0503
Si, 9.5708, 4.1018, 2.0503
Si, 1.3673, 6.8362, 2.0503
Si, 6.8362, 6.8362, 2.0503
Si, 4.1018, 9.5708, 2.0503
Si, 9.5708, 9.5708, 2.0503
Si, 2.7345, 0, 35.0201
Si, 8.2035, 0, 35.0201
Si, 0, 2.7345, 35.0201
Si, 5.469, 2.7345, 35.0201
Si, 2.7345, 5.469, 35.0201
Si, 8.2035, 5.469, 35.0201
Si, 0, 8.2035, 35.0201
Si, 5.469, 8.2035, 35.0201
Si, 4.1018, 1.3673, 36.3874
Si, 9.5708, 1.3673, 36.3874
Si, 1.3673, 4.1018, 36.3874
Si, 6.8362, 4.1018, 36.3874
Si, 4.1018, 6.8362, 36.3874
Si, 9.5708, 6.8362, 36.3874
Si, 1.3673, 9.5708, 36.3874
Si, 6.8362, 9.5708, 36.3874
Si, -1.3701, -1.5341, 28.0163
Si, 5.0072, 0.5029, 27.1055
Si, 3.1542, 2.1375, 27.0952
Si, 7.5305, 3.1518, 27.0996
Si, -0.4255, 5.8454, 26.9116
Si, 5.8548, 4.9592, 27.0293
Si, 2.3071, 8.7335, 26.9289
Si, 8.7735, 7.5082, 26.7359
Si, 1.3376, 1.1686, 28.1924
Si, 6.7185, 1.405, 28.4093
Si, 4.0991, 3.9767, 28.2522
Si, 9.4941, 4.0692, 28.1155
Si, 1.3695, 6.8526, 28.0709
Si, 6.918, 6.7513, 28.0944
Si, 4.0445, 9.6167, 28.2506
Si, 11.3844, 10.3098, 26.8327
Si, 2.687, -0.0557, 29.7063
Si, 8.2153, -0.0942, 29.4369
Si, -0.037, 2.6656, 29.4279
Si, 5.3973, 2.7353, 29.7948
Si, 2.7051, 5.4413, 29.4515
Si, 8.21, 5.4311, 29.5974
Si, -0.0184, 8.1431, 29.5411
Si, 5.4933, 8.1567, 29.4258
Si, 4.0308, 1.3348, 31.0578
Si, 9.5598, 1.3049, 30.8417
Si, 1.327, 4.0654, 30.8318
Si, 6.8376, 4.1118, 31.0107
Si, 4.1047, 6.8015, 30.833
Si, 9.5709, 6.8008, 30.9402
Si, 1.3165, 9.493, 30.9771
Si, 6.8309, 9.523, 30.8492
Si, -0.028, -0.0192, 32.2859
Si, 5.475, -0.053, 32.2893
Si, 2.6701, 2.753, 32.3141
Si, 8.2155, 2.6822, 32.2751
Si, -0.0007, 5.4239, 32.2732
Si, 5.4487, 5.4892, 32.3016
Si, 2.7415, 8.1423, 32.273
Si, 8.1935, 8.1896, 32.2712
Si, 1.3349, 1.3559, 33.6601
Si, 6.8301, 1.343, 33.6491
Si, 4.0844, 4.1044, 33.6544
Si, 9.5647, 4.0731, 33.6469
Si, 1.3619, 6.8022, 33.6473
Si, 6.8284, 6.8432, 33.6573
Si, 4.0903, 9.5369, 33.6485
Si, 9.5486, 9.5613, 33.6519
Si, 2.7558, 0.0033, 3.4223
Si, 8.202, 0.0117, 3.4061
Si, 0.0105, 2.772, 3.4156
Si, 5.4873, 2.7427, 3.4185
Si, 2.7467, 5.499, 3.4302
Si, 8.2204, 5.4727, 3.4186
Si, 0.0254, 8.2071, 3.4165
Si, 5.4808, 8.2309, 3.4214
Si, 4.128, 1.378, 4.7882
Si, 9.5664, 1.3952, 4.7429
Si, 1.3557, 4.1615, 4.8029
Si, 6.8533, 4.1137, 4.7876
Si, 4.1169, 6.8827, 4.8016
Si, 9.6115, 6.829, 4.778
Si, 1.4118, 9.5549, 4.788
Si, 6.8385, 9.6091, 4.7971
Si, 0.0298, 0.0376, 6.0473
Si, 5.4781, 0.0318, 6.2213
Si, 2.7534, 2.7808, 6.095
Si, 8.2104, 2.7305, 6.1578
Si, 0.0094, 5.516, 6.253
Si, 5.5033, 5.5147, 6.1301
Si, 2.7674, 8.2227, 6.2415
Si, 8.2544, 8.2265, 6.0824
Si, 1.3929, 1.381, 7.4087
Si, 6.8411, 1.4227, 7.5938
Si, 4.0884, 4.1764, 7.4555
Si, 9.575, 4.0586, 7.5566
Si, 1.3952, 6.895, 7.6723
Si, 6.9258, 6.8748, 7.4647
Si, 4.135, 9.6068, 7.6415
Si, 9.6189, 9.6281, 7.393
Si, 2.7395, 0.137, 8.9088
Si, 8.3026, 0.0187, 8.8175
Si, 0.0871, 2.7103, 8.8685
Si, 5.4124, 2.8413, 8.8817
Si, 2.7805, 5.4723, 8.9991
Si, 8.1411, 5.3766, 8.8786
Si, 0.1313, 8.5104, 8.8882
Si, 5.5988, 8.2109, 8.901
Si, 3.6377, 1.9356, 10.1126
Si, 10.091, 0.9106, 10.0599
Si, 1.8652, 3.5931, 10.1655
Si, 6.236, 4.6803, 10.0752
Si, 4.6374, 6.4425, 10.1141
Si, 9.702, 7.5133, 10.4496
Si, 0.986, 10.2974, 10.2577
Si, 7.2124, 9.3996, 10.2013
O, 6.3785, 4.6164, 11.7324
O, 4.5674, 6.7585, 11.7482
O, 10.6994, 7.3048, 11.7137
O, 2.2837, 7.3941, 12.7163
O, 9.1969, 6.0335, 9.9835
O, 8.3722, -2.5372, 10.8482
O, 9.5984, 1.1587, 11.6282
O, 1.4488, 3.7534, 11.7745
O, 8.7594, 7.408, 25.0028
O, 7.6095, 2.4732, 25.5516
O, 5.359, 5.509, 25.5212
O, 13.857, 8.5439, 25.3887
O, 10.8794, 10.4443, 25.2327
O, -0.2578, 5.6032, 25.2277
O, 4.5535, 9.9063, 23.6359
O, -16.1535, -10.805, 25.6415
Si, 11.2859, 4.0107, 12.9545
Si, 0.7117, 7.0574, 12.9906
Si, 3.8809, 7.6623, 12.9116
Si, 4.0644, 6.9988, 21.9573
Si, -2.5365, 13.3209, 19.7537
Si, 3.13, 2.6976, 24.1281
Si, 9.3164, 8.8695, 16.4975
Si, 9.2818, 5.936, 24.401
Si, 4.1659, 1.427, 12.3644
Si, -0.3054, 1.7859, 14.7854
Si, 8.9573, 2.2757, 12.6121
Si, 11.9622, 8.7785, 15.3333
Si, 5.0612, 4.9584, 24.0148
Si, 9.267, 5.9054, 17.0921
Si, 3.1327, 9.1494, 23.891
Si, 6.7662, 4.5453, 15.8535
Si, 10.8682, 8.6716, 21.243
Si, 6.0259, -2.0896, 20.2237
Si, 5.1872, 7.3664, 15.8356
Si, 12.6049, -0.1165, 13.3667
Si, 5.3064, 11.2859, 24.0862
Si, 0.0771, 1.8406, 17.9128
Si, 2.6733, 6.9748, 17.4036
Si, 0.3491, -0.5207, 23.6524
Si, 1.7903, 6.4927, 20.1814
Si, 6.3234, 3.4892, 12.8936
Si, 6.1872, 1.8976, 17.4392
Si, 9.3464, 14.9574, 22.063
Si, 6.7415, 0.4497, 21.5055
Si, 1.4767, 0.1862, 19.8116
Si, 6.7504, 10.1774, 15.5806
Si, 7.6112, 3.5029, 24.2973
Si, 5.4387, 10.4311, 12.6687
Si, 8.6298, 7.8922, 19.2116
Si, 0.7372, 2.0605, 22.164
Si, 4.6271, 0.3514, 19.4296
Si, 1.0694, 4.6927, 17.9794
O, 6.5095, -0.767, 11.4658
O, 6.5989, 11.5212, 16.5256
O, 7.3627, 2.344, 12.3464
O, 9.4396, 8.3134, 20.5535
O, 5.0839, 6.1458, 22.9018
O, 1.976, -0.6897, 23.5482
O, -2.9041, 1.2277, 20.869
O, 4.3928, 7.2459, 14.4059
O, 2.7879, 1.0562, 13.2111
O, 10.849, 14.3743, 21.9226
O, 9.2142, 7.2544, 16.154
O, 9.0005, 6.4072, 18.6331
O, 13.42, 24.3777, 25.6086
O, 8.3276, 9.7657, 15.5736
O, -2.3556, 3.8096, 20.6038
O, 7.2529, 2.3416, 18.6029
O, 2.0549, 2.4624, 22.977
O, 6.8485, 4.1657, 14.2699
O, 8.1347, 4.9107, 24.9582
O, 9.3911, 16.485, 22.7723
O, 1.022, 5.1954, 19.5465
O, 8.9325, 9.0401, 18.0797
O, -1.1476, 2.082, 18.9612
O, 10.6147, 9.1824, 22.7882
O, 1.1881, 12.435, 20.7185
O, 0.3226, 0.5001, 14.0281
O, 4.3095, 9.2245, 12.6633
O, 6.6012, 0.6385, 23.1258
O, 9.7735, 3.6926, 12.3662
O, 10.82, -1.4747, 16.2675
O, 0.5705, 3.0852, 14.2902
O, 5.9597, 8.7972, 16.0021
O, 6.8922, -1.1563, 21.2517
O, 10.7245, 5.1947, 17.1082
O, 4.9047, 7.9873, 20.9956
O, 3.067, 7.8853, 22.8866
O, 3.611, 4.2414, 23.975
O, 6.2579, 10.5485, 14.0784
O, 8.2438, 4.7562, 16.5345
O, 4.2235, 7.3108, 17.1434
O, 6.1698, 3.8236, 23.6191
O, 0.5231, 5.5259, 13.4746
O, 1.8314, 7.7447, 16.2639
O, 4.8062, 1.4191, 18.1997
O, 0.8694, 0.4828, 18.3299
O, 11.693, 9.8186, 20.4364
O, 0.1759, 8.0137, 14.1755
O, 2.1002, 9.748, 14.5513
O, 3.1164, 6.0379, 21.03
O, 5.3527, 0.9648, 20.777
O, 5.3569, -1.0871, 19.1087
O, 4.86, 2.7739, 13.0592
O, 0.8059, -3.6381, 21.1883
O, 7.0378, 7.8088, 19.5113
O, 8.6131, 3.0226, 23.1331
O, 1.1372, 3.0801, 17.9539
O, 2.2327, 7.4515, 18.9098
O, 10.8518, 0.905, 22.9824
O, 1.3357, 10.1357, 11.9039
O, 6.0868, 6.0175, 15.9734
O, 3.0781, -0.0021, 19.7059
O, 2.4006, 5.3581, 17.2922
O, 5.9887, 3.275, 16.5645
O, 9.1152, 1.8884, 14.1912
O, -0.4425, 1.6653, 16.3859
O, 4.3355, 12.5724, 23.955

Results
free energy: -151526.838 eV
free energy less fixed offsets of O -568.88, Si -635.61 eV per atom: -3.028 eV

Forces (eV/angstrom), in the order of the atoms: element, x, y, z
Si, -0.053, 0.0083, 0.0072
Si, -0.0113, -0.015, -0.001
Si, -0.0346, -0.0104, 0.0024
Si, -0.0059, -0.0493, 0.0006
Si, -0.0235, -0.0224, -0.0054
Si, -0.044, -0.0022, 0.0072
Si, -0.0003, -0.0299, 0
Si, -0.0179, -0.0259, -0.0135
Si, 0.0585, 0.0482, 0.1503
Si, -0.0169, 0.0704, -0.1145
Si, 0.0032, 0.053, 0.1409
Si, -0.0075, 0.0766, -0.1437
Si, 0.0855, 0.0155, -0.0953
Si, 0.0531, 0.0513, 0.1067
Si, 0.0537, 0.0728, -0.0795
Si, 0.0465, -0.0358, 0.0653
Si, -0.0197, -0.0399, -0.1286
Si, -0.0327, -0.0607, 0.0923
Si, -0.0908, -0.0555, 0.1546
Si, -0.0456, -0.0342, -0.1315
Si, -0.0187, -0.0398, 0.1531
Si, -0.0208, -0.0785, -0.1201
Si, -0.0107, -0.0658, -0.1524
Si, -0.0113, -0.0205, 0.1322
Si, 0.041, 0.0009, -0.0079
Si, -0.0011, 0.0509, 0.0034
Si, 0.0267, 0.0017, 0.0018
Si, 0.034, 0.0093, 0.003
Si, 0.0193, 0.0192, 0.0004
Si, 0.0514, -0.0063, -0.0079
Si, 0.0464, 0.0032, -0.0009
Si, -0.0147, 0.0581, 0.0102
Si, 0.0018, 0.0034, 0.0033
Si, 0.0082, 0.0025, -0.0071
Si, -0.0189, -0.0033, -0.0225
Si, 0.0028, 0.0012, -0.0099
Si, 0.0011, -0.0035, -0.009
Si, -0.0023, 0.0092, -0.0073
Si, 0.0008, -0.0034, -0.0003
Si, -0.0051, -0.0002, -0.0046
Si, 0.0002, 0.0045, 0.0043
Si, -0.0016, -0.0153, 0.0119
Si, 0.0039, 0.0022, 0.0056
Si, -0.0015, -0.0031, 0.0084
Si, 0.003, -0.0011, 0.0054
Si, 0.0015, 0.0018, -0.0005
Si, -0.0007, -0.0016, 0.009
Si, -0.0029, 0.006, -0.001
Si, -0.0013, 0.0025, -0.0069
Si, -0.0014, 0.0035, -0.0029
Si, 0.0018, -0.0023, -0.0027
Si, 0.0003, 0.0004, -0.0074
Si, -0.0012, 0.0003, -0.0017
Si, -0.0012, 0.0004, -0.009
Si, -0.0017, -0.0021, -0.0065
Si, 0.0002, 0.0001, -0.0025
Si, 0.0005, -0.0051, 0.0049
Si, 0, 0.002, -0.0017
Si, -0.0017, -0.0011, -0.0025
Si, -0.0001, 0.0031, 0.0072
Si, 0.001, 0.002, -0.002
Si, 0.003, -0.0015, 0.005
Si, 0.0017, 0.0009, 0.0053
Si, -0.0016, -0.0007, -0.0023
Si, -0.0017, -0.0004, -0.0009
Si, 0.0007, 0.0015, -0.0008
Si, -0.0017, 0.0032, 0
Si, 0, -0.0025, -0.0008
Si, 0.0015, 0.0015, -0.0011
Si, -0.0001, -0.0003, -0.0015
Si, -0.0006, -0.001, -0.0003
Si, -0.0009, 0.0014, -0.0017
Si, 0.0017, -0.0013, -0.0002
Si, -0.0006, 0.0005, -0.0003
Si, 0.0007, -0.0013, 0.0007
Si, 0.0002, 0.0021, -0.0006
Si, -0.0001, -0.0001, -0.0004
Si, 0.0006, -0.0006, -0.0001
Si, -0.0005, 0.0017, -0.0009
Si, 0.0004, -0.001, 0.0007
Si, 0.0001, 0.001, 0.0005
Si, -0.0001, -0.002, -0.0003
Si, 0.0009, -0.0004, -0.0004
Si, -0.0006, -0.0006, 0.0004
Si, -0.0001, -0.0008, 0.0002
Si, -0.0001, 0.0014, 0.0003
Si, -0.0012, -0.0009, 0.0006
Si, 0.0005, -0.0003, -0.0005
Si, -0.0002, -0.0003, 0.0021
Si, -0.0012, -0.0001, -0.0009
Si, -0.0009, 0.0005, 0.002
Si, 0.0012, 0.0002, -0.0009
Si, 0.0001, -0.0015, 0.0003
Si, 0.0003, 0.0005, 0.001
Si, 0.0006, 0.0009, -0.0003
Si, -0.0008, 0.0005, 0.0016
Si, 0.0016, -0.0007, -0.0046
Si, -0.0022, 0.0014, 0.0004
Si, 0.0011, -0.0004, -0.0045
Si, -0.0017, -0.0001, 0.0018
Si, 0.0008, 0.0019, 0.0009
Si, 0.0024, 0.0037, -0.0044
Si, -0.0011, -0.0003, 0.0024
Si, 0.0037, 0.0016, -0.0028
Si, 0.0025, 0.0048, 0.0035
Si, 0.0004, -0.002, 0.0013
Si, -0.0022, 0.0015, 0.0074
Si, 0.0014, 0.0026, -0.0006
Si, -0.001, -0.0029, -0.0018
Si, 0.001, -0.0017, 0.004
Si, 0.0003, 0.0047, 0.0011
Si, -0.0036, 0.0027, 0.0015
Si, -0.0012, -0.0066, -0.0021
Si, -0.0003, -0.0014, 0.001
Si, -0.0017, -0.005, -0.0024
Si, -0.0012, -0.0028, -0.0059
Si, 0.0029, 0.0033, -0.0006
Si, 0.0028, 0.0025, -0.0023
Si, 0.0029, -0.0006, 0.0005
Si, 0.0014, -0.0015, 0.0016
Si, -0.0054, -0.0021, -0.0001
Si, -0.0068, 0.0038, 0.0033
Si, -0.0034, 0.0034, 0.007
Si, 0.0035, 0.0011, 0.0051
Si, -0.0076, 0.0026, -0.0025
Si, -0.0036, 0.0053, -0.0048
Si, 0.0064, -0.0038, 0.0017
Si, -0.0042, 0.0037, -0.0024
O, -0.0002, 0.0016, -0.005
O, 0.0048, -0.0038, -0.003
O, -0.0054, 0.0014, -0.011
O, 0.0032, 0.0009, 0.0038
O, -0.0058, -0.0089, -0.0015
O, -0.0022, -0.0012, 0.0018
O, 0.0024, -0.0006, -0.0063
O, 0.0068, -0.0013, -0.0121
O, 0.0002, 0.0009, 0.0025
O, 0.0003, -0.0021, 0.0069
O, -0.001, -0.0031, 0.001
O, 0.0016, -0.0069, 0.0106
O, -0.0051, 0.0003, 0.0024
O, -0.0015, 0.0035, 0.006
O, 0.0109, 0.0051, -0.0049
O, -0.0045, 0.001, 0.0036
Si, -0.0043, -0.0005, 0.0001
Si, 0.0038, -0.0014, 0.0065
Si, -0.0015, -0.0001, -0.0018
Si, -0.0011, 0.0008, 0.0013
Si, 0.0052, -0.001, 0.001
Si, -0.0473, -0.0008, -0.0215
Si, 0.0023, 0.0028, -0.0004
Si, 0.0018, -0.0018, -0.0037
Si, -0.0009, 0.0005, 0.0009
Si, 0.0004, -0.0004, -0.0019
Si, 0.003, -0.0004, 0.002
Si, -0.0056, 0.0061, -0.0016
Si, -0.0122, -0.0007, -0.0016
Si, 0.0012, 0.0042, 0.0013
Si, -0.0048, -0.0076, -0.0098
Si, 0.0011, -0.0007, 0.002
Si, 0.0017, -0.0005, 0.0023
Si, 0.0015, -0.0002, 0.0037
Si, 0.0021, 0.0033, -0.0033
Si, -0.0021, -0.0009, 0.0004
Si, 0.0006, 0.0025, 0.0011
Si, -0.0006, 0.003, 0.0014
Si, -0.003, 0.0001, 0.0084
Si, -0.0009, 0.0001, -0.0076
Si, -0.0016, -0.0003, 0.0035
Si, -0.0026, 0.0043, -0.0023
Si, 0, -0.0003, 0.0027
Si, 0.0031, -0.0037, 0.0016
Si, -0.0011, -0.0022, 0.0012
Si, 0.007, 0.007, 0.0057
Si, 0.0018, -0.0019, 0.0002
Si, 0.0036, -0.0017, -0.0073
Si, 0.0024, 0.0005, -0.0035
Si, -0.0024, 0.0002, 0.0015
Si, 0.0543, 0.0101, 0.0136
Si, -0.0014, -0.0012, 0.0066
Si, 0.0003, -0.0003, 0.0023
O, 0.0031, -0.001, 0.0025
O, -0.0008, -0.0001, -0.0006
O, -0.0023, -0.0026, 0.0016
O, 0.0009, 0.0006, -0.0001
O, 0.0001, -0.0061, 0.003
O, -0.0061, 0.003, -0.0026
O, -0.0006, 0.0001, -0.002
O, -0.0026, 0.0005, -0.0008
O, 0.0026, 0.0041, 0.0007
O, 0.009, -0.0084, 0.0044
O, 0.0002, -0.0005, 0.0016
O, -0.0005, 0.0008, -0.001
O, 0.0352, 0.0118, -0.0214
O, 0.0001, 0.0004, 0.0024
O, 0.0064, -0.0017, 0.0027
O, 0.0009, 0.0009, -0.0007
O, 0.0015, -0.0095, 0.0061
O, -0.0008, -0.0019, -0.003
O, -0.0004, 0.0048, -0.0006
O, -0.0014, 0.0006, 0.0004
O, -0.0014, -0.0015, -0.0024
O, -0.0004, -0.0004, -0.0025
O, -0.0058, 0.0003, -0.002
O, 0.0015, 0.0057, 0.0033
O, -0.0237, 0.0098, 0.0348
O, -0.0015, 0.0012, 0.0014
O, -0.0012, 0.005, 0.0042
O, -0.0005, 0.0006, -0.002
O, -0.0017, 0.0037, 0.0016
O, -0.0043, 0.0005, 0.0005
O, 0.0014, -0.0006, 0.0029
O, -0.0002, 0.003, 0.0007
O, -0.0003, 0.0017, -0.0033
O, -0.0006, -0.0002, -0.0016
O, -0.0007, -0.0012, -0.0039
O, -0.0016, 0.0033, 0.0009
O, -0.0038, -0.0274, -0.0004
O, -0.0032, 0.001, -0.0023
O, -0.0025, -0.0021, -0.0007
O, 0.0057, 0.0045, 0.0043
O, 0.0001, -0.0001, -0.0001
O, 0.0009, -0.0041, 0.006
O, -0.0022, -0.006, -0.0028
O, 0.001, 0.0009, -0.0021
O, 0.0031, 0.0002, 0.0038
O, 0.0014, 0.0011, -0.003
O, -0.0099, 0.006, 0.0014
O, 0.0035, 0.0057, -0.0026
O, 0.0061, 0.001, 0.0015
O, 0.001, -0.0004, -0.0017
O, -0.001, 0.0007, 0.0015
O, -0.0025, -0.0015, 0.0009
O, -0.0038, 0.0017, -0.0002
O, -0.002, 0.0023, -0.0017
O, 0.0015, 0.002, -0.0044
O, -0.0018, -0.0025, -0.0014
O, 0.0008, 0.0043, -0.0047
O, 0.0122, 0.0049, -0.0065
O, -0.0023, -0.0011, -0.006
O, 0.0015, -0.0022, 0.0031
O, -0.0105, 0.0035, 0.0007
O, -0.0027, -0.007, 0
O, -0.0006, 0.0019, -0.0003
O, -0.0019, 0.0006, -0.0005
O, -0.0008, 0.0016, 0.0016
O, -0.0126, 0.0096, 0.0057

The program warned: the cutoff lies below the one the program advises for these potential files; the exchange-correlation potential is rough where the density is thin.
